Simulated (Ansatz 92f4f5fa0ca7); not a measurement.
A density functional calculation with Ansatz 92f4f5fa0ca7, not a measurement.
Periodic cell of 279 atoms, Si168O105H6, from a study of silicon, its oxide and their interface. The atomic structure is a simulated model.
Doubt: the cutoff is far below the 930 eV that the study's wrapper takes by default for these files, so forces and energies are approximate.

Settings
functional: PBE
potential files: Ansatz PAW
basis: plane waves
wave-function cutoff: 580 eV
density cutoff ratio: 5
exchange-correlation grid ratio: 1
k mesh: 1 x 1 x 1, Gamma-centred
self-consistency stop: 5e-08 eV per atom in the density residual
occupations: fixed
spin: none
net charge: 0

Cell vectors (angstrom)
a 11.6015 0 0
b 0 13.3963 0
c 0 0 31.6058

Atoms: element, x, y, z (angstrom)
Si -0.0502 -0.0356 24.6111
Si 3.8629 -0.0728 24.4113
Si 7.7027 0.0375 24.7022
Si 1.8145 3.2267 24.172
Si 5.8618 3.4171 24.6076
Si 9.4815 3.3744 24.6203
Si -0.0409 6.6906 24.6579
Si 3.8736 6.7112 24.3074
Si 7.6464 6.7121 24.8256
Si 1.8138 10.0227 24.5085
Si 5.8128 10.1378 24.7584
Si 9.6369 9.8564 24.6258
Si -0.0889 2.2607 25.2371
Si 3.8179 2.2232 25.0732
Si 7.6649 2.2371 25.5868
Si 1.9664 5.4722 25.1114
Si 5.656 5.6012 25.4522
Si 9.6303 5.5596 25.4792
Si -0.003 8.9012 25.4956
Si 3.8107 8.9321 25.2269
Si 7.6804 8.9558 25.5688
Si 1.9329 12.2518 25.3231
Si 5.7496 12.3608 25.4767
Si 9.6175 12.1822 25.3123
Si -0.0204 2.2438 27.735
Si 3.8505 2.2354 27.6611
Si 7.7134 2.2343 27.9491
Si 1.9436 5.5407 27.6851
Si 5.7345 5.5958 27.8674
Si 9.6553 5.5784 27.8832
Si 0.0081 8.9187 27.8875
Si 3.8451 8.9197 27.7421
Si 7.726 8.9372 27.9451
Si 1.9306 12.2631 27.7846
Si 5.7665 12.3116 27.8828
Si 9.6434 12.2425 27.784
Si 1.9316 1.1234 28.6422
Si 5.7453 1.1399 28.7335
Si 9.6795 1.0937 28.7054
Si 0.011 4.4562 28.6828
Si 3.8243 4.4332 28.6818
Si 7.7017 4.4888 28.7455
Si 1.9484 7.7688 28.6769
Si 5.7622 7.8264 28.728
Si 9.673 7.8127 28.7554
Si -0.0096 11.1612 28.7137
Si 3.8449 11.1426 28.7075
Si 7.7159 11.1835 28.7484
Si 1.9336 1.1164 31.2109
Si 5.8008 1.1164 31.2109
Si 9.6679 1.1164 31.2109
Si 0 4.4654 31.2109
Si 3.8672 4.4654 31.2109
Si 7.7343 4.4654 31.2109
Si 1.9336 7.8145 31.2109
Si 5.8008 7.8145 31.2109
Si 9.6679 7.8145 31.2109
Si 0 11.1635 31.2109
Si 3.8672 11.1635 31.2109
Si 7.7343 11.1635 31.2109
Si 0 0 0.3944
Si 3.8672 0 0.3944
Si 7.7343 0 0.3944
Si 1.9336 3.3491 0.3944
Si 5.8008 3.3491 0.3944
Si 9.6679 3.3491 0.3944
Si 0 6.6981 0.3944
Si 3.8672 6.6981 0.3944
Si 7.7343 6.6981 0.3944
Si 1.9336 10.0472 0.3944
Si 5.8008 10.0472 0.3944
Si 9.6679 10.0472 0.3944
Si 0.0387 0.0033 2.7669
Si 3.9338 0.0359 2.7387
Si 7.7707 0.0297 2.7516
Si 1.9536 3.3743 2.773
Si 5.7796 3.3762 2.7419
Si 9.6987 3.3796 2.7677
Si 0.0386 6.6867 2.7536
Si 3.8686 6.7299 2.7722
Si 7.7733 6.7505 2.7877
Si 1.9818 10.0223 2.769
Si 5.8233 10.0293 2.7979
Si 9.6547 10.0651 2.7889
Si 0.0376 2.2379 3.5854
Si 3.8715 2.2489 3.589
Si 7.7251 2.2859 3.4879
Si 1.9638 5.6058 3.62
Si 5.8153 5.6164 3.4779
Si 9.7079 5.6188 3.5872
Si 0.008 8.9151 3.507
Si 3.9099 8.9157 3.7065
Si 7.7392 8.9526 3.7473
Si 2.0247 12.28 3.4591
Si 5.8483 12.2882 3.5162
Si 9.6917 12.3104 3.5988
Si 0.0595 2.2212 5.9651
Si 3.836 2.2051 5.971
Si 7.7261 2.287 5.8301
Si 1.9676 5.6429 6.0341
Si 5.8273 5.564 5.7937
Si 9.7425 5.656 5.9691
Si -0.0071 8.9009 5.8585
Si 3.9721 8.8359 6.1651
Si 7.7105 8.9477 6.2288
Si 2.133 12.2222 5.7823
Si 5.8864 12.2942 5.8647
Si 9.7137 12.3139 5.9858
Si 1.9542 0.982 6.6916
Si 5.8308 1.1397 6.6406
Si 9.6507 1.2149 6.5733
Si 0.0478 4.4653 6.7245
Si 3.9282 4.4661 6.6648
Si 7.7685 4.5326 6.5565
Si 1.9002 7.8862 6.7983
Si 5.8639 7.5755 6.9743
Si 9.7184 7.863 6.866
Si 0.1318 11.17 6.3488
Si 4.0526 11.1355 6.7315
Si 7.7642 11.2772 6.8229
O 1.9875 0.6727 8.3344
O 4.3442 11.2169 8.3913
O 7.7328 4.8413 8.2035
O 9.8666 7.9824 8.5488
O 5.9809 6.8573 8.552
O 1.6802 8.018 8.4577
O 9.3506 1.6012 8.1616
O 0.5689 11.0383 7.9439
O 7.5087 11.792 8.4241
O 6.1869 10.5473 23.1684
O 3.93 13.1008 22.724
O 6.3723 3.8023 23.0334
O 1.6445 2.9968 22.4684
O 9.0653 3.476 22.9677
O 7.6451 0.3 23.0536
O 1.4853 9.9282 22.8366
O 4.0251 6.7254 22.5705
O 9.6905 9.3239 23.0244
Si 3.2913 12.9995 21.2126
Si 11.8193 1.7964 11.4525
Si -0.7785 13.6408 15.6109
Si 7.2505 3.6189 11.2999
Si 8.8286 9.3453 14.8977
Si 10.4246 0.9638 19.8907
Si 1.7189 3.9976 18.3409
Si 8.854 10.2971 11.9254
Si 4.9236 -2.9276 12.639
Si 3.6079 0.4869 14.7289
Si 10.1917 6.7081 15.3906
Si 11.0544 -0.945 12.861
Si 5.7782 7.1471 18.626
Si 13.4111 0.0393 9.8162
Si 7.6892 3.6403 22.0684
Si 11.4721 11.1504 9.3976
Si 4.4637 -5.6287 21.3788
Si 1.4883 2.272 20.9987
Si 6.1625 -4.2339 16.2878
Si -4.5756 5.8265 9.3081
Si 4.3863 4.9042 16.8484
Si 9.2367 15.0326 9.7687
Si 1.6409 8.7832 9.895
Si 8.4534 -1.3955 9.7352
Si 9.4479 7.6764 10.1031
Si 2.0704 -2.1836 13.7556
Si 6.3984 9.931 21.6869
Si -0.9679 11.9448 18.0312
Si 5.6817 -1.5427 15.2883
Si 1.3721 2.4969 15.6316
Si 6.8691 3.464 15.807
Si 3.8353 11.0887 9.9312
Si 5.5845 2.3963 13.4415
Si 10.9589 6.2144 18.3277
Si -2.4073 8.9635 21.5194
Si 1.1725 4.3805 13.1434
Si 5.8323 7.5923 13.6046
Si 4.0074 5.1435 13.8105
Si 8.0775 5.4565 13.7371
Si 7.5429 -0.8782 17.4291
Si 8.7568 15.1277 17.3923
Si 13.7557 10.0146 21.3438
Si 11.4588 9.2326 19.3022
Si 0.0794 9.0137 14.4568
Si 5.8144 -1.1685 19.8601
Si 7.8285 0.7186 21.4954
Si 8.4181 6.2118 20.237
Si 0.2602 7.191 11.9396
O 9.3803 0.5405 21.0529
O 7.1472 -1.0671 15.8482
O 10.9677 -0.4687 19.2979
O 1.3746 -3.3901 14.6772
O -1.3191 9.3478 20.3944
O 11.3916 -0.7593 16.7618
O 6.4278 4.7624 10.4308
O 1.1859 2.9469 17.1896
O 7.4218 2.2771 21.1949
O 8.6972 13.5498 10.2031
O 4.4587 1.1963 13.4898
O -1.2263 9.9011 14.9535
O -0.0461 1.841 20.6442
O 1.939 3.2836 19.7904
O 7.2455 6.711 19.2085
O 5.1941 -2.9262 16.0456
O -0.1735 7.7821 18.5371
O 0.6487 5.2301 18.5127
O 9.7728 1.885 18.6731
O 5.0014 10.9599 11.0749
O 3.7072 5.323 15.4126
O 1.5786 7.6269 11.0586
O 2.3473 0.8915 20.9566
O 11.6124 7.5607 15.2479
O 8.2358 2.7964 10.302
O 1.2466 9.4433 20.1133
O 7.6835 9.7521 15.9906
O 8.8061 7.3896 21.3127
O 2.7414 4.7244 12.883
O 6.6548 2.2552 14.6955
O 3.0408 -0.9173 10.2554
O 6.2959 2.4506 11.9687
O 11.1564 0.5934 12.3326
O 5.9282 8.3826 21.7493
O 0.902 11.7046 12.7399
O 7.2555 6.8196 13.2746
O 3.332 -2.9265 13.0522
O 5.9768 8.5699 17.8031
O 8.0578 3.107 16.881
O 7.564 0.7068 17.817
O 7.8141 11.1982 11.0263
O 11.2432 10.4476 18.227
O 13.2558 1.297 10.8453
O 5.4569 3.6867 16.6078
O 2.4935 11.5828 21.0451
O 5.2324 6.1122 17.5133
O 5.5616 10.7956 20.5986
O 4.6674 7.1747 19.8516
O 9.0114 11.859 17.7537
O 0.4374 12.553 10.0036
O 12.0665 5.8172 12.8025
O 12.1387 3.1997 12.2161
O -2.6348 7.7794 15.315
O 4.4098 13.0449 20.0021
O 7.311 4.8433 15.0487
O -2.4365 9.0153 10.9819
O 12.701 3.8229 14.6933
O 11.526 8.495 12.9004
O 9.869 11.297 9.2672
O 5.0181 3.904 13.6205
O 3.1855 4.5206 17.8669
O 4.699 13.1114 15.6665
O 3.4474 9.0316 21.3402
O 8.1328 6.7277 10.0927
O 7.9364 9.9427 21.1913
O 9.7789 5.8398 19.3977
O 0.331 9.7651 10.1283
O 10.084 11.3692 12.1266
O 0.3121 1.36 15.1891
O 6.9584 -0.3033 20.5991
O 5.5617 -4.4412 12.7258
O -1.1398 12.6817 14.3567
O 8.0897 4.3883 12.4947
O 9.6604 5.6856 14.199
O 5.6916 11.5172 13.6667
O -2.0838 1.0638 16.1159
O 10.3263 5.9707 16.8306
O 5.8108 8.0061 15.189
O 10.6472 6.893 10.8901
O 10.7274 2.0615 10.2818
O 2.5624 12.6591 14.3783
O 8.3161 9.7613 13.3851
O 4.6279 6.544 13.2605
O 6.3299 -1.4953 18.3433
O 7.874 4.9035 21.0466
O 2.8349 1.7559 15.4295
O 2.9526 9.7239 10.0529
H 5.8956 1.1409 8.1425
H 4.0419 4.4958 8.1617
H 0.0185 4.4569 8.2252
H -0.0421 -0.1267 -8.3316
H -0.1392 6.7505 -8.2861
H 7.6321 6.7115 -8.1222

Results
free energy: -166607.152 eV
free energy less fixed offsets of H -15.97, O -568.88, Si -635.61 eV per atom: 3.548 eV

Forces (eV/angstrom), in the order of the atoms: element, x, y, z
Si -0.0198 0.1947 3.7199
Si -0.104 0.0212 -0.322
Si -0.0247 0.2449 -0.2158
Si 0.0443 -0.0817 -0.3539
Si 0.0615 0.2538 -0.1702
Si -0.1526 0.0194 -0.3171
Si 0.3858 -0.4059 3.6431
Si -0.043 -0.004 -0.4134
Si 0.119 -0.1475 3.561
Si -0.0841 -0.0231 -0.4227
Si 0.1767 0.2595 -0.1592
Si -0.0302 -0.0953 -0.1473
Si -0.0231 -0.2416 0.2659
Si 0.0583 -0.0773 0.0969
Si 0.0776 -0.147 0.3842
Si -0.3752 0.3028 0.1361
Si 0.4223 0.1161 0.3676
Si -0.0961 0.3498 0.3656
Si -0.0514 -0.1386 0.3525
Si 0.0728 -0.08 0.18
Si -0.0374 -0.3514 0.3574
Si -0.1797 0.1431 0.3243
Si -0.0023 -0.172 0.4492
Si 0.1794 0.0027 0.3057
Si 0.0103 0.0479 0.3432
Si -0.0323 -0.0175 0.4249
Si -0.0239 0.0058 0.3623
Si 0.0126 -0.0855 0.2975
Si -0.0597 -0.0212 0.3135
Si 0.046 -0.089 0.2623
Si 0.0222 0.0112 0.3045
Si 0.0011 0.0133 0.3534
Si -0.0225 0.0539 0.2836
Si 0.0136 0.0248 0.3447
Si -0.0041 0.0513 0.3536
Si -0.0069 -0.031 0.3872
Si -0.042 -0.0046 -0.1657
Si 0.087 -0.0202 -0.0612
Si -0.0256 0.0385 -0.1244
Si -0.0078 -0.0082 -0.0395
Si 0.029 0.0662 -0.044
Si 0.0047 -0.011 -0.0291
Si -0.0184 0.0242 -0.0787
Si 0.0209 -0.0584 -0.0088
Si -0.0162 -0.0212 0.0192
Si 0.0238 0.0126 -0.0973
Si 0.0188 0.0338 -0.1188
Si -0.0429 -0.0152 -0.0744
Si 0.0236 0.0232 -0.8996
Si -0.2466 0.082 -0.7333
Si 0.0768 -0.1061 -0.7671
Si 0.1302 -0.0273 -0.9132
Si -0.1223 -0.1772 -0.8558
Si -0.0926 0.0502 -0.5231
Si 0.0831 -0.1748 -0.9255
Si -0.158 0.0369 -0.6868
Si 0.0213 -0.0496 -0.5795
Si -0.0135 0.078 -0.6234
Si -0.0722 -0.0857 -0.7155
Si 0.009 0.1 -0.607
Si -0.0177 0.0199 -0.0806
Si 0.172 0.1433 -0.2941
Si 0.0875 -0.0219 -0.2313
Si 0.0224 0.113 -0.0007
Si -0.1046 -0.0192 -0.2294
Si 0.11 0.0902 -0.1541
Si 0.0628 -0.0636 -0.1731
Si -0.0764 0.1772 -0.038
Si 0.1112 0.1845 0.0714
Si 0.1771 -0.1287 -0.125
Si 0.0441 -0.1504 0.1273
Si -0.1519 -0.0122 0.063
Si 0.0312 0.0437 0.1315
Si -0.1018 -0.0364 -0.0697
Si 0.008 0.0123 0.0654
Si -0.0385 -0.0531 0.1066
Si 0.0393 -0.0012 0.0089
Si 0.0106 -0.0567 0.1541
Si -0.0322 0.025 -0.0554
Si 0.0296 -0.0164 0.0016
Si -0.0425 -0.0082 0.0801
Si -0.0096 -0.0414 0.2168
Si -0.0087 -0.0007 0.1564
Si -0.0003 -0.0462 0.2118
Si -0.0216 0.003 -0.1433
Si -0.0764 -0.0421 -0.0709
Si 0.0238 0.0049 -0.0173
Si -0.0316 0.046 0.048
Si 0.0286 0.0103 -0.1439
Si 0.0169 0.0909 -0.0998
Si -0.0541 -0.0223 -0.0479
Si 0.049 -0.0067 -0.2062
Si 0.0041 0.0249 -0.228
Si 0.0532 0.0369 -0.104
Si 0.0057 -0.059 -0.0481
Si 0.0136 -0.0297 -0.1868
Si 0.1151 0.0811 -0.2257
Si 0.2577 0.1721 -0.1156
Si -0.0878 -0.0184 -0.283
Si 0.0923 -0.2347 -0.246
Si -0.1442 -0.0535 -0.254
Si 0.0083 -0.2588 -0.2738
Si -0.0376 -0.0289 -0.4538
Si -0.1821 0.1796 -0.1318
Si 0.0834 -0.1154 -0.0929
Si -0.2606 0.0972 -0.3338
Si -0.0236 0.2315 -0.2159
Si 0.0401 0.05 -0.2355
Si 0.0486 -0.1527 0.2506
Si -0.0227 -0.0927 0.1025
Si -0.249 0.1284 0.3755
Si -0.0281 0.0468 0.0557
Si -0.1334 -0.0141 0.0723
Si 0.1627 0.1919 0.374
Si -0.0124 0.1411 0.4037
Si 0.1835 -0.4123 0.2236
Si 0.0126 0.1775 0.4385
Si 0.1985 -0.114 0.1214
Si 0.1021 -0.1927 0.4745
Si -0.2033 0.2513 0.3014
O 0.0083 0.1195 -0.1994
O 0.0267 -0.0035 -0.2634
O -0.03 -0.0023 -0.059
O 0.0165 -0.0303 -0.3844
O -0.1929 0.4963 -0.3539
O 0.0175 -0.0977 -0.2481
O 0.0287 -0.0461 -0.1257
O -0.0317 0.0747 0.2555
O 0.0323 -0.1252 -0.3075
O -0.0673 -0.0213 0.2204
O 0.0581 0.0726 0.5374
O -0.1998 -0.0763 0.1782
O 0.0462 0.1564 0.6557
O 0.1447 -0.0314 0.3818
O 0.0204 -0.0204 0.091
O 0.0477 0.0114 0.5729
O -0.095 -0.1326 0.7264
O 0.1028 0.0789 0.2427
Si 0.123 -0.0948 -0.1852
Si 0.0376 -0.022 0.0506
Si 0.006 -0.0508 0.0305
Si 0.0293 -0.0538 0.1786
Si -0.0143 0.0242 0.0041
Si -0.0215 -0.0869 -0.1283
Si -0.0235 0.0826 -0.0481
Si 0.0566 0.0876 0.1216
Si -0.0044 0.0259 0.0839
Si -0.0166 -0.0274 -0.0074
Si -0.001 0.0495 0.0026
Si -0.0105 0.0261 0.0571
Si 0.0168 0.0425 0.0615
Si -0.0413 0.0942 0.1634
Si 0.1375 0.0378 0.0048
Si 0.1267 -0.0131 -0.0038
Si 0.0797 0.1751 -0.2347
Si -0.0976 -0.0812 -0.2269
Si 0.0139 0.0194 0.0332
Si 0.2113 -0.3675 -0.0134
Si 0.0571 -0.0023 0.0116
Si 0.1378 0.153 0.0596
Si 0.0121 0.003 0.1467
Si 0.0636 -0.0935 0.3498
Si 0.1345 0.0441 0.2347
Si -0.008 0.005 -0.0011
Si -0.0625 0.1647 -0.1589
Si -0.0373 0.0186 -0.0225
Si 0.0129 -0.0278 0.0244
Si 0.0322 -0.0257 -0.0342
Si 0.0199 -0.0197 0.0045
Si 0.0153 -0.0098 0.1373
Si -0.0176 -0.0529 -0.0163
Si 0.0005 0.0702 0.0459
Si -0.0269 0.1395 -0.2889
Si 0.0169 -0.014 -0.0357
Si 0.0191 0.0234 0.0416
Si -0.008 -0.0213 0.0069
Si 0.0024 0.0021 0.0308
Si -0.0253 0.0139 0.04
Si -0.055 -0.0473 0.0376
Si 0.0995 -0.0199 -0.2285
Si 0.0146 -0.001 -0.0002
Si -0.0309 0.0296 -0.0076
Si 0.0129 -0.0204 0.0642
Si 0.0718 -0.1715 -0.0843
Si 0.0419 0.0276 -0.065
Si 0.0269 0.0091 0.0324
O -0.1851 0.0329 0.168
O -0.0209 -0.0076 0.053
O 0.0036 0.0714 0.0924
O 0.0051 0.0009 0.0369
O -0.0911 -0.0207 0.2782
O -0.0075 -0.0015 0.0261
O -0.0585 0.1312 -0.0603
O -0.0001 -0.0059 0.0766
O 0.0154 0.0052 0.1146
O -0.0937 -0.1354 0.0216
O 0.0128 0.0252 0.0227
O 0.0131 -0.0142 0.0376
O 0.0754 0.0978 0.1007
O 0.0201 -0.041 0.1791
O 0.0127 -0.0009 0.063
O -0.0124 -0.0167 0.0422
O 0.0045 0.0093 0.044
O 0.0166 -0.0375 0.0167
O 0.0135 0.0273 0.0897
O -0.0151 0.0128 -0.0254
O -0.0162 0.0133 0.0277
O 0.0186 0.0465 -0.0438
O -0.0399 0.109 0.0984
O 0.0121 -0.0052 0.0385
O -0.0011 -0.0015 -0.0071
O 0.0752 0.0576 0.1986
O 0.0112 0.017 0.0383
O -0.0279 -0.1216 0.1401
O -0.0198 0.001 0.0529
O -0.0144 -0.0007 0.0176
O 0.066 0.0013 0.0007
O 0.0609 0.048 -0.0145
O 0.0287 0.0454 -0.0173
O -0.0291 -0.313 0.1516
O 0.0157 -0.0137 0.0054
O 0.0007 -0.0145 -0.0059
O 0.0206 -0.0284 -0.0121
O -0.0139 -0.0278 0.0254
O 0.0019 0.0274 0.0328
O 0.0035 0.0248 0.0163
O 0.0242 0.0762 -0.1267
O -0.008 -0.04 0.0511
O 0.0182 -0.0427 -0.0001
O -0.0055 0.0038 0.038
O -0.0672 -0.0144 0.1129
O -0.0199 -0.0161 0.022
O 0.0814 0.0127 0.0783
O -0.0362 -0.0053 0.1332
O -0.0141 -0.015 0.0408
O -0.0791 -0.0542 0.0053
O -0.0191 0.013 0.054
O -0.0197 -0.0414 0.0289
O -0.0017 -0.0653 0.0367
O -0.0829 0.0211 0.1604
O 0.0029 0.0203 0.0298
O 0.0054 -0.095 -0.0668
O -0.0125 0.0201 0.0378
O 0.0173 -0.0704 -0.0487
O -0.1173 -0.0117 -0.0178
O -0.0135 0.0296 0.03
O -0.0279 -0.0155 0.0432
O -0.0041 0.0014 0.0271
O -0.0772 -0.0264 0.1095
O -0.1014 -0.0276 -0.0156
O 0.0799 0.0513 0.1075
O -0.0779 -0.011 0.0898
O -0.0092 -0.0351 0.0271
O -0.0238 -0.0432 -0.0445
O -0.0218 -0.0111 0.0325
O 0.1061 0.1396 0.1752
O -0.0104 0.0075 0.0171
O -0.011 -0.0089 0.0352
O -0.0288 -0.0384 -0.0719
O -0.0262 -0.008 0.0296
O -0.03 -0.027 -0.0171
O 0.0056 -0.016 0.0103
O -0.0001 -0.0094 0.0355
O -0.0269 -0.0565 -0.0026
O -0.0941 0.023 -0.0662
O -0.0761 0.0041 -0.0281
O 0.0049 -0.0181 0.027
O 0.0032 0.0101 -0.0824
O -0.0004 0.0208 0.0446
O -0.0023 0.0266 0.0824
O -0.048 -0.1365 0.1672
O -0.0064 0.0116 0.0353
O 0.014 -0.0299 -0.0127
H -0.0179 -0.0004 -0.0344
H -0.0187 -0.018 0.0163
H -0.0035 -0.007 0.0094
H 0.0349 -0.1801 -3.7851
H -0.3368 0.2106 -3.6587
H 0.002 0.0644 -3.6052

The program warned: the cutoff lies below the one the program advises for these potential files; the exchange-correlation potential is rough where the density is thin.
